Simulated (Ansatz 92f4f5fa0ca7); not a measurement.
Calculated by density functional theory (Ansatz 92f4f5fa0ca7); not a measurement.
Periodic cell of 237 atoms, Si145O90As2, from a study of silicon, its oxide and their interface. The atomic structure is a simulated model.
Doubt: the cutoff is far below the 930 eV that the study's wrapper takes by default for these files, so forces and energies are approximate.
This geometry differs little from another in the collection (a relaxation step or a small displacement).

Settings
functional: PBE
potential files: Ansatz PAW
basis: plane waves
wave-function cutoff: 580 eV
density cutoff ratio: 5
exchange-correlation grid ratio: 1
k mesh: 1 x 1 x 1, Gamma-centred
self-consistency stop: 5e-08 eV per atom in the density residual
occupations: fixed
spin: none
net charge: 0

Cell vectors (angstrom)
a	11.6015	0	0
b	0	10.938	0
c	0	0	32.0622

Atoms and the computed forces on them: element, x, y, z (angstrom), force x, y, z (eV/angstrom)
Si	-0.223	-0.0496	23.2835	-0.0017	0.0025	0.0041
Si	3.6524	0.1997	23.1134	0.0045	0.0009	-0.0014
Si	7.5319	-0.1207	23.4556	-0.0013	0.002	0.0033
Si	1.6701	1.3795	23.411	-0.0019	-0.0004	0.0011
Si	5.7118	1.4133	23.197	-0.0003	-0.0013	0.0024
Si	9.4222	1.2455	23.3814	0.0032	-0.0025	0.0044
Si	0.131	5.3161	23.4662	-0.002	-0.0004	0.0093
Si	4.0983	5.3145	23.413	0.0004	0.0011	0.0012
Si	8.0048	5.6266	23.5378	-0.0048	0.0042	0.004
Si	2.1272	6.586	23.3528	-0.0032	-0.002	0.0012
Si	5.9367	6.7895	23.4978	0.0016	-0.0049	0.0072
Si	9.9864	6.8785	23.5898	0.0006	-0.0073	0.0082
Si	1.8862	2.6724	25.3764	0.0003	-0.0018	0.001
Si	5.8149	2.6671	25.2586	-0.0016	0.0003	-0.001
Si	9.6101	2.7039	25.2745	0.0006	0.001	-0.0005
Si	11.5815	4.0148	25.3958	0.0011	0.0005	-0.0046
Si	3.8747	3.9811	25.3309	-0.0001	0.0002	-0.0005
Si	7.7225	4.1101	25.3419	0.001	0.0021	-0.0006
Si	1.9566	8.156	25.1813	0.0011	-0.0016	-0.0003
Si	5.7636	8.1796	25.3838	0.002	0.0006	-0.0004
Si	9.6973	8.2704	25.4276	-0.0022	0.0004	-0.0007
Si	11.625	9.5681	25.2637	0.0016	0.0003	-0.0012
Si	3.8518	9.5914	25.0773	-0.0008	0.0004	0.0002
Si	7.6787	9.5306	25.4136	0.0005	0.0018	0.0013
Si	11.6383	-0.0053	27.2085	0.0001	-0.0003	-0.0009
Si	3.8885	-0.05	27.121	-0.0002	0.0021	0.0007
Si	7.748	-0.0071	27.2898	-0.0003	0.0003	0.0006
Si	1.9735	1.3176	27.2727	0.0002	0	-0.0004
Si	5.8154	1.3275	27.2069	0.0006	0.0008	0.0003
Si	9.6844	1.3394	27.2133	-0.0011	-0.001	0.0001
Si	11.5831	5.4778	27.2449	0	-0.0003	0
Si	3.8337	5.4285	27.2216	0.0002	0.0001	-0.0002
Si	7.7001	5.468	27.2696	0.0002	0.0013	-0.0003
Si	1.927	6.8345	27.1754	0.0006	0.0005	0.001
Si	5.7479	6.8028	27.2835	-0.0008	0.0006	0.0012
Si	9.6435	6.8205	27.2815	0.0002	0.0009	0.001
Si	1.9398	2.7222	29.1729	0.0003	-0.0015	-0.0011
Si	5.7862	2.715	29.1431	-0.0003	-0.0006	-0.0003
Si	9.6752	2.7279	29.1482	0	0.0011	-0.0001
Si	0.0082	4.0973	29.1663	-0.0002	0.0016	0.0001
Si	3.8587	4.09	29.1692	-0.0001	0.0001	-0.0001
Si	7.7245	4.0792	29.1753	0.0002	-0.0009	0.0006
Si	1.9387	8.1908	29.1354	-0.0008	-0.0001	-0.0002
Si	5.7807	8.1994	29.181	0.0003	0.0004	0
Si	9.6669	8.208	29.187	0.0004	-0.0001	-0.0007
Si	0.0047	9.5635	29.1504	-0.0005	0.0024	0.0003
Si	3.8646	9.5779	29.1213	0.0001	-0.0015	0.0018
Si	7.7253	9.548	29.1924	-0.0003	0	-0.0012
Si	0	0	31.0965	0.0498	0.0133	-0.0832
Si	3.8672	0	31.0965	-0.039	-0.0567	-0.2818
Si	7.7343	0	31.0965	-0.0346	0.0898	0.1094
Si	1.9336	1.3673	31.0965	-0.018	-0.0578	0.1099
Si	5.8008	1.3673	31.0965	-0.0064	-0.0365	-0.1074
Si	9.6679	1.3673	31.0965	0.0194	-0.083	-0.0485
Si	0	5.469	31.0965	-0.0086	0.0149	0.0571
Si	3.8672	5.469	31.0965	0.0417	0.0381	0.0243
Si	7.7343	5.469	31.0965	-0.0094	-0.0061	0.0248
Si	1.9336	6.8362	31.0965	0.0174	-0.0016	-0.1466
Si	5.8008	6.8362	31.0965	-0.0487	-0.0576	0.0948
Si	9.6679	6.8362	31.0965	0.0318	-0.1469	0.1324
Si	1.9336	2.7345	0.9679	-0.0648	0.0343	0.0381
Si	5.8008	2.7345	0.9679	0.0255	0.1369	-0.2837
Si	9.6679	2.7345	0.9679	0.0135	0.0037	0.0611
Si	0	4.1018	0.9679	-0.0351	0.0525	-0.0003
Si	3.8672	4.1018	0.9679	-0.0474	-0.0174	0.091
Si	7.7343	4.1018	0.9679	0.1271	0.0136	0.0976
Si	1.9336	8.2035	0.9679	-0.0202	0.0177	-0.042
Si	5.8008	8.2035	0.9679	-0.0164	-0.0115	0.0494
Si	9.6679	8.2035	0.9679	0.0361	0.0498	0.2053
Si	0	9.5708	0.9679	-0.0633	0.0598	0.0875
Si	3.8672	9.5708	0.9679	-0.0142	-0.0181	-0.3203
Si	7.7343	9.5708	0.9679	0.0407	-0.0493	0.1077
Si	11.6242	0.0218	2.9076	-0.0017	-0.0002	-0.0054
Si	3.8183	0.0814	2.8121	-0.0091	-0.0044	0.0032
Si	7.7611	0.0059	2.9102	0.0029	0.0011	-0.004
Si	1.9034	1.4563	2.9506	0.0085	-0.0043	-0.0258
Si	5.8209	1.3391	2.8435	0.0048	0.0056	-0.0007
Si	9.6723	1.3782	2.9249	-0.0056	-0.0043	0.0016
Si	11.5883	5.4458	2.9235	-0.0071	-0.0014	-0.0017
Si	3.8603	5.4472	2.9293	0.0076	0.0001	0.0017
Si	7.7717	5.5096	2.8869	-0.0044	0.004	-0.0089
Si	1.9196	6.7993	2.8679	-0.0016	0.0037	0.0101
Si	5.8197	6.8032	2.8798	-0.0081	0.0067	0.003
Si	9.6983	6.8843	2.9579	0.0045	-0.0013	0.0037
Si	1.8711	2.4978	5.0852	-0.0233	0.0581	-0.0688
Si	5.7933	2.8914	4.6135	-0.0368	-0.0196	-0.0225
Si	9.6079	2.7992	4.837	-0.0034	-0.0048	0.0056
Si	11.6244	4.0297	4.8298	-0.0154	0.0216	-0.003
Si	3.7446	4.0137	4.8395	0.0075	-0.0063	-0.0049
Si	7.7368	4.2372	4.8762	0.0115	-0.0002	0.012
Si	1.9213	8.1483	4.7997	0.0052	-0.005	-0.004
Si	5.8158	8.2258	4.7566	-0.0066	0.0053	-0.0051
Si	9.7048	8.2858	4.9323	-0.0033	0.0008	-0.0072
Si	11.6695	9.6502	4.8882	-0.0046	0.0067	0.0258
Si	3.8508	9.4936	4.5638	0.0024	-0.0267	-0.0091
Si	7.7496	9.6189	4.881	0.0117	-0.0036	0.0035
Si	11.6596	0.1321	6.8528	0.1194	0.0131	0.0199
As	4.1262	-0.4716	6.6645	0.0576	0.0551	-0.0518
Si	7.8339	-0.0035	6.9103	-0.0186	-0.0076	-0.0257
Si	2.2898	0.773	7.5582	-0.2392	-0.206	0.0719
As	5.8262	1.2833	6.3849	0.0337	-0.019	0.0266
Si	9.7645	1.5604	6.8475	-0.0081	0.0138	-0.0082
Si	11.5214	5.4721	6.7114	-0.0009	-0.0146	0.0012
Si	3.9615	5.395	6.7697	0.0074	-0.0019	0.0096
Si	7.6897	5.6634	6.8381	0.0038	-0.006	0.001
Si	1.9681	6.6428	6.666	-0.014	0.0217	0.0046
Si	5.7586	6.9854	6.7616	0.0032	0.0013	-0.0025
Si	9.706	6.9805	6.9405	0.0058	0.0131	-0.0111
O	9.8144	7.8419	8.3978	0.0028	0.0046	0.013
O	7.4178	10.0612	8.2672	0.0028	-0.0025	0.003
O	7.4113	4.7024	8.1767	0.0021	0	0.014
O	2.453	10.8559	9.0061	0.0327	-0.1677	0.1685
O	2.0323	7.5808	8.0296	0.0104	-0.0115	-0.0091
O	4.084	4.5289	8.2135	-0.0046	-0.0222	0.0033
O	9.799	2.4955	8.2243	0.0022	0.0009	0.0033
O	2.7751	2.2593	8.1003	0.1196	0.304	-0.1173
O	11.4346	4.6072	8.1332	-0.0044	0.0012	-0.0014
O	5.5087	2.2877	7.8272	-0.0049	0.0111	0.0132
O	5.7636	7.9345	8.1401	0.0015	0.0123	0.0063
O	10.8733	10.2155	8.0603	-0.0143	0.0025	-0.0057
O	11.2068	10.1142	21.8022	-0.0007	-0.0049	-0.0029
O	3.2171	10.6952	21.5394	0.0012	-0.002	-0.0002
O	5.7083	7.823	22.2064	-0.0086	-0.0005	0.0071
O	4.2104	4.4689	21.9666	0.0023	-0.0028	-0.0026
O	7.6548	9.7001	22.1962	0.0008	-0.0032	-0.0011
O	10.3114	7.6729	22.1682	0.0054	0.0016	-0.0019
O	1.6074	2.3954	22.0972	-0.0015	0.0015	0.0008
O	5.9218	2.4447	21.8863	0.0002	0.0042	-0.0011
O	8.4072	4.711	22.2085	0.0027	-0.0034	-0.004
O	-0.1086	4.4293	22.0601	-0.0012	-0.0046	0.0001
O	2.2945	7.3305	21.8855	0.0005	-0.0023	0.0017
O	9.124	1.9044	21.8847	-0.0001	0.0012	-0.0049
Si	1.8126	7.823	9.6018	0.0067	0.013	0.0101
Si	5.002	0.6361	17.7046	-0.0005	-0.0014	-0.002
Si	2.3969	5.4783	14.0784	0.0038	0.0065	0.002
Si	10.4609	3.901	13.9941	0.0011	0.0005	0.0021
Si	8.2079	2.4361	15.3027	0.0101	-0.0031	-0.0078
Si	9.5354	2.245	20.3524	0.0001	-0.002	-0.0024
Si	10.5324	3.6766	9.1103	0.0061	-0.0071	-0.0028
Si	0.0594	2.2888	11.5931	0.0034	-0.0009	0.0018
Si	10.8821	8.0886	15.471	0.008	0.0001	-0.0052
Si	5.1142	6.9749	14.0542	0.0022	0.0021	0.003
Si	5.7441	2.6827	11.195	0.0048	-0.0019	0.0099
Si	8.5393	7.6596	19.4065	0.0012	0.0005	-0.0063
Si	8.094	4.841	20.62	-0.0013	-0.0044	-0.0025
Si	5.8612	9.6305	15.2209	-0.0007	0.0031	-0.0017
Si	2.067	7.6585	20.3129	0.0012	-0.0003	-0.0047
Si	1.8552	4.9031	18.7751	0.0008	-0.0031	-0.0072
Si	4.4484	3.4864	18.0479	0.0005	-0.0001	-0.002
Si	8.4165	8.9554	16.851	0	-0.0051	-0.0008
Si	0.7246	9.491	13.4227	0.005	0.006	0.0011
Si	9.8636	10.6283	11.7857	-0.003	-0.0037	0.0016
Si	5.3226	3.7156	21.0291	-0.0012	-0.0004	-0.0005
Si	0.4501	5.4963	16.2868	-0.0049	-0.0029	0.0019
Si	10.5886	9.0783	9.1777	-0.0092	0.0088	-0.0244
Si	6.5305	8.9064	21.3114	0.004	0.008	0.0071
Si	7.008	7.2445	11.4783	-0.0046	0.0055	-0.0066
Si	2.6159	0.758	12.5352	0	-0.0093	-0.0111
Si	10.8512	8.7088	21.037	-0.0028	0.008	0.0002
Si	6.0095	4.4326	15.7284	-0.0052	-0.0009	-0.002
Si	7.0305	0.54	13.0405	0.002	0.0026	0.005
Si	4.1865	2.9324	8.5682	-0.0216	0.0325	-0.0134
Si	0.8211	6.8495	11.9357	0.0031	0.0021	-0.0048
Si	6.2788	9.1645	9.0871	0.0067	-0.0121	0.0124
Si	0.6462	3.2933	21.148	-0.0016	-0.0024	0.0031
Si	9.6884	6.591	12.8929	0.0055	0.0003	0.0036
Si	7.7309	4.6318	9.7764	-0.0054	-0.0007	0.0027
Si	3.9662	10.077	20.2137	0.0004	0.0017	0.0003
Si	4.1698	3.1127	13.6517	-0.0013	-0.0024	0.0025
Si	3.5362	10.1614	10.0145	0.0138	-0.0182	0.0307
Si	8.0192	0.8226	18.0561	0.0022	0.0141	0.0087
O	11.4395	3.2546	12.876	0.0031	-0.0004	-0.0035
O	9.3588	4.5073	9.9074	-0.0082	0.0006	-0.002
O	8.7833	3.5961	19.8569	-0.0023	0.0026	0.0023
O	4.0074	-0.0247	18.8202	0.0012	-0.0002	0.0014
O	11.2162	4.5413	15.281	0.0002	0.0027	0.0037
O	9.7375	9.7245	10.4176	-0.0089	0.0062	0.0085
O	3.6834	1.5739	13.4574	0.0012	0.0065	0.0028
O	0.5688	8.9218	14.9385	0.006	0.0016	0.0012
O	6.4387	1.0617	18.3861	-0.0108	0.0066	0.007
O	4.6828	3.1853	19.6372	-0.0001	0.0004	0.001
O	6.2349	1.2423	11.7942	-0.0027	0.0033	-0.0041
O	0.4236	8.6526	9.7954	0.0234	-0.0082	0.0061
O	5.62	4.3872	17.3223	0.0001	-0.0012	0.0037
O	8.3724	7.3361	12.3425	-0.0051	0.0019	0.0004
O	4.4875	2.6173	10.1413	-0.018	0.0019	-0.0206
O	1.9343	5.7019	15.6214	0.0055	0.0018	0.0057
O	3.4924	-0.0919	11.4759	-0.0035	-0.0129	-0.0255
O	5.821	7.1803	12.5937	0.0115	0.0008	-0.0109
O	2.1913	6.3974	19.3073	-0.0007	0.0044	0.0028
O	0.5648	4.8598	17.7779	-0.0024	0.0008	-0.0019
O	8.3876	10.7967	12.4483	0.0018	0.0007	-0.0004
O	5.0898	10.2092	9.4968	-0.025	0.0048	0.0009
O	0.5719	8.274	20.1964	0	0.0044	-0.0029
O	9.6438	2.6421	14.5991	-0.0124	-0.0055	0.0057
O	1.7759	10.715	13.5196	-0.0073	-0.0066	-0.0022
O	9.8733	9.1377	16.1688	0.0035	0.0089	0.0034
O	6.0976	10.3644	13.7796	0.0009	0.0008	0.0023
O	7.3129	1.6266	14.2192	0.0008	-0.006	-0.0056
O	1.6196	3.9657	20.0608	0.0056	0.0008	0.0038
O	5.9022	5.904	15.0254	0.0005	0.002	-0.0007
O	7.2732	8.9653	15.7068	-0.0059	0.0001	-0.0064
O	1.5643	1.6881	11.7116	-0.0031	-0.0007	0.0003
O	6.8527	8.5354	10.4841	0.0061	-0.0255	0.0036
O	4.2837	2.0405	17.2949	-0.0004	0.0021	0.0019
O	7.0395	3.3283	10.4566	0.0055	0.0114	-0.0104
O	11.3468	6.9449	16.5202	0.0011	-0.0012	0.0095
O	8.1718	10.1741	17.8614	-0.0011	-0.0234	0.0071
O	3.125	8.5935	10.1568	0.0026	-0.0097	0.0081
O	7.5402	3.8964	15.5872	0.0022	0.0069	0.003
O	3.0884	4.3397	17.8979	0.0005	0.0005	-0.0001
O	2.7887	3.9465	13.7499	0.0086	-0.0129	-0.0027
O	1.3101	8.3229	12.4521	-0.0043	0.0026	0.0044
O	1.139	5.7834	13.1045	-0.0062	0.0011	-0.001
O	4.8947	8.3665	14.8809	0.0009	-0.0023	0.0005
O	11.1577	2.3965	20.3261	0.001	-0.0007	0.0006
O	10.8544	9.9329	12.8739	0.0049	0.0017	0.0015
O	5.1591	3.5851	12.4292	-0.0011	0.0005	-0.0019
O	5.0059	3.3671	15.0103	-0.0033	0.0004	-0.0023
O	6.4629	4.7953	20.5449	-0.002	-0.0006	0.0025
O	8.4155	1.6236	16.6951	0.0079	0.0047	-0.0121
O	10.493	1.1564	11.4581	0.0016	0.0007	-0.0011
O	10.8124	6.7626	11.7177	-0.0038	-0.0026	0.001
O	3.2356	8.6804	19.8368	0.0061	0.0031	0
O	1.612	6.4967	10.5458	-0.0032	-0.0072	0.004
O	7.1299	8.1468	20.0294	0.0073	-0.0126	-0.0101
O	8.4027	7.6073	17.7781	0	-0.0003	0.0029
O	3.6272	6.4458	13.7111	-0.004	-0.0015	0.0017
O	9.4845	5.0102	13.2719	-0.002	0.006	-0.0006
O	5.5085	9.9999	20.7152	-0.0081	0.0101	-0.0038
O	10.1271	7.3629	14.2386	-0.0081	-0.005	-0.0051
O	8.7736	6.1482	19.9466	0.0033	0.0021	0.0004
O	7.1011	5.9221	10.5325	-0.0009	0.0007	0.0037
O	5.2315	10.6032	16.3907	0.0016	-0.0016	0.0002
O	9.0257	1.1346	19.2895	0.0018	0.0006	0.0038
O	11.5936	3.1155	10.1966	-0.0035	0.0027	-0.0012
O	9.6959	8.7122	19.885	-0.0036	0.0002	-0.0027

Results
free energy: -153071.881 eV
free energy less fixed offsets of As -4856.12, O -568.88, Si -635.61 eV per atom: 3.009 eV

The program warned: the cutoff lies below the one the program advises for these potential files; the forces do not sum to zero within the program's tolerance; the exchange-correlation potential is rough where the density is thin.
